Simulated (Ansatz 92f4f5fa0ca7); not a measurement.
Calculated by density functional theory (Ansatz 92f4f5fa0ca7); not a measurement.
Periodic cell of 223 atoms, Si132O90As1, from a study of silicon, its oxide and their interface. The atomic structure is a simulated model.
Doubt: the cutoff is far below the 930 eV that the study's wrapper takes by default for these files, so forces and energies are approximate.
This geometry differs little from another in the collection (a relaxation step or a small displacement).

Settings: functional PBE; potential files Ansatz PAW; basis plane waves; wave-function cutoff 580 eV; density cutoff ratio 5; exchange-correlation grid ratio 1; k mesh 1 x 1 x 1, Gamma-centred; self-consistency stop 5e-08 eV per atom in the density residual; occupations fixed; spin none; net charge +1 e, with a uniform compensating background and no finite-size correction.

Cell vectors (angstrom)
a  10.938  0  0
b  0  10.938  0
c  0  0  32.1988

Atoms: element, x, y, z (angstrom)
Si  10.5837  0.2244  24.8565
Si  5.7336  10.6802  24.7325
Si  2.4759  2.918  24.6311
Si  8.4233  2.4639  24.8141
Si  0.271  5.1691  24.7452
Si  5.1492  5.7496  24.6828
Si  2.9304  8.0088  24.5852
Si  7.9369  8.4392  24.7234
Si  1.3264  1.3838  26.028
Si  6.8436  1.3094  26.1122
Si  4.0395  4.1066  25.9852
Si  9.6046  4.0594  26.0769
Si  1.3948  6.8292  25.9921
Si  6.7653  6.854  26.0172
Si  4.0989  9.5343  25.9907
Si  9.46  9.5714  26.143
Si  2.7249  -0.0068  27.3341
Si  8.1559  -0.0188  27.5538
Si  0.0081  2.7173  27.4811
Si  5.4394  2.7435  27.3551
Si  2.7237  5.47  27.4234
Si  8.1823  5.472  27.3421
Si  -0.0092  8.1831  27.3631
Si  5.4378  8.2001  27.4409
Si  4.0784  1.3644  28.7323
Si  9.5775  1.3538  28.839
Si  1.3634  4.1091  28.8059
Si  6.8276  4.1027  28.73
Si  4.0963  6.8195  28.7969
Si  9.5514  6.8241  28.7377
Si  1.3638  9.5668  28.7258
Si  6.7829  9.5443  28.8536
Si  0.0191  -0.0267  30.1557
Si  5.4242  0.0116  30.1549
Si  2.7353  2.7254  30.141
Si  8.1904  2.7476  30.1338
Si  -0.0273  5.4701  30.1341
Si  5.4823  5.4566  30.141
Si  2.7194  8.2104  30.1207
Si  8.2039  8.1777  30.1541
Si  1.378  1.3558  31.5202
Si  6.8267  1.3743  31.4889
Si  4.1129  4.0887  31.5031
Si  9.5598  4.1001  31.5136
Si  1.3464  6.8487  31.4741
Si  6.8454  6.813  31.528
Si  4.074  9.5688  31.5176
Si  9.5779  9.5503  31.5152
Si  2.7309  -0.0058  0.7098
Si  8.1964  0.0053  0.6508
Si  -0.0043  2.7243  0.6796
Si  5.4813  2.7287  0.6785
Si  2.7308  5.4906  0.6272
Si  8.2143  5.4561  0.7083
Si  0.0099  8.1849  0.6843
Si  5.4729  8.2071  0.6759
Si  4.1505  1.3489  2.0533
Si  9.5599  1.347  2.0408
Si  1.3675  4.1497  2.0013
Si  6.8569  4.0611  2.0625
Si  4.0803  6.8402  2.0288
Si  9.5845  6.8325  2.0599
Si  1.3742  9.542  2.0577
Si  6.8345  9.5944  2.0346
Si  -0.0161  -0.0406  3.3847
Si  5.4965  -0.0039  3.4727
Si  2.7253  2.7398  3.3071
Si  8.2038  2.6885  3.4524
Si  0.0204  5.4709  3.4321
Si  5.5175  5.5116  3.3556
Si  2.7673  8.211  3.4483
Si  8.2035  8.2253  3.3745
Si  1.3813  1.3783  4.6416
Si  6.8542  1.3382  4.8935
As  4.1549  4.0786  4.7813
Si  9.5822  4.0762  4.7637
Si  1.4125  6.8304  4.8048
Si  6.8295  6.8911  4.7467
Si  4.1354  9.5743  4.8507
Si  9.5529  9.5453  4.795
Si  2.7467  0.1056  6.063
Si  8.2016  -0.0585  6.2782
Si  0.0196  2.6609  6.0462
Si  5.5083  2.6902  6.33
Si  2.7901  5.4956  6.2141
Si  8.1902  5.4774  6.0459
Si  0.0181  8.1793  6.1621
Si  5.5269  8.2318  6.2403
Si  3.8175  1.5494  7.6242
Si  9.8385  1.1339  7.4719
Si  1.6127  3.7773  7.3137
Si  6.6752  4.4295  7.4888
Si  4.4281  6.6472  7.563
Si  9.373  6.948  7.4236
Si  1.1473  9.9091  7.3025
Si  7.1495  9.2414  7.6893
O  8.3096  8.1013  7.8757
O  2.7036  2.7252  7.982
O  9.5202  1.3503  24.2599
O  4.047  6.8648  24.1202
O  0.0279  0.0121  7.9557
O  5.539  5.511  8.0388
O  6.8451  9.5709  24.1927
O  1.3659  4.0618  24.1627
O  3.8699  7.3803  8.9449
O  0.7714  4.3857  8.5716
O  9.8051  6.2058  8.8352
O  2.1338  9.3771  8.4945
O  7.5254  3.92  8.8
O  4.2704  0.9088  9.0769
O  6.7338  9.5498  9.2403
O  9.2145  1.8498  8.8118
O  7.7055  3.1504  23.5142
O  10.4914  5.8453  23.4421
O  5.083  0.4373  23.4019
O  5.8562  5.0868  23.3595
O  3.1012  2.21  23.2728
O  2.2976  8.7212  23.2211
O  8.6209  7.7596  23.3913
O  0.2333  10.3281  23.5932
Si  4.385  1.5709  22.4625
Si  3.4901  7.9288  14.0399
Si  7.116  0.9571  14.6757
Si  0.9434  9.3558  22.5152
Si  1.1879  4.3063  11.8926
Si  6.2675  8.9649  15.3252
Si  0.6777  1.368  12.3023
Si  8.623  4.9542  20.5095
Si  0.3252  5.721  9.3704
Si  5.0999  3.1269  17.9483
Si  0.8849  3.7477  16.7535
Si  10.4007  2.8513  19.233
Si  5.2844  1.1821  10.3614
Si  0.8825  0.1814  19.846
Si  6.6492  9.4574  10.8866
Si  9.3345  9.6806  18.3298
Si  9.392  9.2452  12.5814
Si  6.5673  3.8442  22.5799
Si  2.4453  8.0647  9.3887
Si  10.5864  7.3698  17.0838
Si  2.5086  6.2947  16.5875
Si  10.1776  4.4932  14.1969
Si  6.1356  9.1882  18.5196
Si  7.9704  2.5651  9.5928
Si  8.8787  2.1432  12.4654
Si  5.3359  6.2488  18.0723
Si  3.9183  0.5591  19.4649
Si  4.2831  3.8396  12.0605
Si  5.5425  6.6  12.1528
Si  8.0109  2.5085  17.2244
Si  4.3596  2.4792  14.9761
Si  1.5376  1.2145  15.265
Si  1.568  9.4129  12.054
Si  8.051  6.8529  13.8775
Si  10.3798  9.8381  15.4955
Si  9.8063  7.0162  22.5453
Si  8.1049  5.4872  17.4091
O  6.0454  7.9604  11.3026
O  6.0162  9.2084  16.9012
O  7.6778  1.3644  13.2037
O  0.8948  1.7483  13.8701
O  9.4245  6.2585  16.8833
O  6.7575  6.2028  13.1519
O  5.1287  4.6639  18.6145
O  9.2284  2.1634  18.2781
O  2.3624  0.1001  19.0778
O  9.407  10.2351  16.7694
O  2.7945  4.4328  11.7177
O  5.0615  10.3263  19.1064
O  9.4262  3.2446  13.4986
O  0.4556  1.7695  19.9622
O  3.1509  1.3644  15.0693
O  8.1626  5.3767  19.0227
O  3.8901  6.6037  17.3975
O  4.5759  3.2852  16.3911
O  9.0657  5.6699  14.3175
O  5.4484  2.7574  22.133
O  10.6747  4.1486  15.691
O  0.3406  3.8726  18.2874
O  10.4223  10.5197  19.2203
O  9.6446  10.0275  14.0332
O  10.9074  8.1216  22.0873
O  1.1893  2.1635  16.5361
O  9.73  3.7537  20.4221
O  8.1301  4.0352  16.681
O  -0.0418  9.0987  11.9125
O  6.5836  2.4216  18.0137
O  5.5893  10.7203  11.204
O  7.7456  9.5972  18.8475
O  10.0281  1.0274  12.0641
O  1.3324  6.9445  9.0392
O  0.6248  4.7671  13.3549
O  5.7044  7.6268  18.9863
O  5.2415  5.0851  11.5266
O  2.7107  6.9885  15.1244
O  0.9138  2.7447  11.4684
O  0.8594  10.6872  15.5529
O  2.3964  8.579  10.9164
O  4.7015  2.4323  11.2714
O  4.258  3.5071  13.6846
O  2.2009  4.6851  16.493
O  10.7029  8.2513  15.7036
O  6.9305  10.2894  14.6724
O  2.3455  8.9547  13.4291
O  8.0306  1.5234  15.9155
O  4.1236  6.992  12.8622
O  4.174  2.0143  18.7277
O  7.2863  4.4233  21.2597
O  8.4004  2.9216  11.1131
O  1.1755  6.8653  17.3659
O  5.6495  1.5693  14.7665
O  8.133  9.7604  11.5959
O  9.2001  6.2915  21.2326
O  8.9528  7.7158  12.8579
O  1.6503  0.1183  11.8807
O  6.6399  6.1517  17.0661
O  7.4014  7.8038  15.0497
O  1.2118  10.3008  21.2265
O  10.0272  8.2026  18.3614
O  3.9427  0.8501  21.0808
O  0.358  5.3363  10.9303
O  6.6888  1.5754  9.6219
O  4.7812  8.7032  14.6842

Results
free energy: -139961.467 eV
free energy less fixed offsets of As -4856.12, O -568.88, Si -635.61 eV per atom: -5.627 eV

Forces (eV/angstrom), in the order of the atoms: element, x, y, z
Si  0.0021  -0.0004  -0.0198
Si  -0.0067  -0.0004  -0.0216
Si  -0.004  -0.0014  -0.019
Si  0.0023  0.0044  -0.0227
Si  -0.0013  -0.006  -0.0223
Si  0.0022  -0.0009  -0.0235
Si  0.0051  0.006  -0.0233
Si  -0.0002  -0.0045  -0.0269
Si  -0.0076  0.0088  -0.0107
Si  0.0131  -0.0112  -0.0049
Si  -0.003  0.0056  -0.0105
Si  0.0124  -0.0092  -0.0102
Si  0.0037  -0.0034  -0.012
Si  -0.0085  0.0069  -0.0119
Si  0.0075  -0.0055  -0.0136
Si  -0.0058  0.0104  -0.0033
Si  -0.0006  -0.0006  -0.0009
Si  -0.0003  0.0013  -0.0147
Si  -0.0054  -0.0047  -0.0253
Si  -0.0068  0.0059  0.0028
Si  -0.0011  -0.0073  -0.009
Si  0  -0.0002  -0.0002
Si  -0.0011  -0.0003  0.0031
Si  0.0048  0.0045  -0.0158
Si  0.001  -0.0028  0.0002
Si  -0.0008  0  0.0027
Si  -0.0046  0.0032  0.0052
Si  0.0034  -0.0052  -0.0017
Si  -0.0056  -0.0007  0.0083
Si  -0.0023  0.0024  -0.0024
Si  -0.0016  0.0005  -0.0029
Si  -0.0014  -0.0067  0.0024
Si  0.0015  -0.0031  0.0008
Si  -0.0051  0.0002  -0.0001
Si  0.0078  -0.0019  -0.0039
Si  -0.0011  0.003  0.0028
Si  -0.0052  -0.0014  -0.0031
Si  -0.0021  -0.0058  -0.0026
Si  -0.004  0.0076  -0.001
Si  0.0026  -0.0001  0.0006
Si  -0.0071  -0.004  -0.0017
Si  0.0007  -0.0003  -0.007
Si  -0.003  -0.0006  -0.007
Si  0.0029  -0.0009  0.0041
Si  0.0051  -0.0027  -0.0084
Si  0.0035  0.008  -0.0005
Si  0.0044  -0.0033  0.0045
Si  -0.0027  0.002  -0.0053
Si  0.0018  -0.0009  -0.0047
Si  0.0099  -0.0106  -0.0068
Si  -0.0041  -0.004  -0.0053
Si  0.0016  -0.0002  -0.0105
Si  0.0076  0.0007  -0.0079
Si  -0.0021  0.0019  -0.0069
Si  -0.0107  0.0139  -0.0073
Si  0  0.002  -0.0083
Si  -0.0053  -0.012  0.0029
Si  0.0073  0.0028  0.0052
Si  -0.0212  0.0026  0.0046
Si  0.0167  -0.0001  0.0031
Si  0.0038  0.0191  0.0047
Si  -0.0006  -0.0037  0.0107
Si  -0.0043  -0.0055  0.014
Si  -0.0031  0.002  0.0125
Si  -0.0093  -0.0132  -0.0005
Si  -0.0045  0.007  0.0043
Si  0.0184  0.009  -0.0615
Si  -0.0202  0.0024  0.0085
Si  0.0136  0.002  0.0166
Si  -0.0201  -0.0279  -0.0294
Si  0.0136  -0.0031  0.0123
Si  0.0175  0.0082  0.0089
Si  -0.0161  -0.017  0.0189
Si  0.0096  -0.0039  0.0201
As  0.0007  0.0138  0.0858
Si  -0.0012  0.006  -0.0064
Si  -0.0286  0.0151  0.0183
Si  0.0325  0.0301  0.0447
Si  -0.0092  -0.0121  -0.0218
Si  -0.0248  0.0011  0.0577
Si  -0.0161  -0.0036  -0.0175
Si  0.0308  -0.0163  0.022
Si  0.0021  -0.0272  -0.0095
Si  -0.0132  0.0107  0.0491
Si  0.0137  0.0096  0.0469
Si  -0.0066  0.0283  -0.0187
Si  -0.0073  -0.0068  -0.0049
Si  0.0307  0.0047  0.0037
Si  -0.1222  0.1453  0.1077
Si  -0.0054  -0.0513  -0.0445
Si  0.0237  -0.0697  0.2605
Si  -0.0289  0.0157  0.1052
Si  0.0298  -0.0697  0.0629
Si  -0.0461  0.1071  -0.0094
Si  -0.0481  0.0097  -0.0119
Si  0.067  -0.0344  -0.0705
O  0.0218  -0.0457  0.0295
O  0.0424  0.0423  -0.2142
O  -0.0025  -0.0015  0.0356
O  -0.0005  -0.0033  0.0373
O  0.0137  0.0033  0.006
O  -0.0235  -0.0225  -0.1061
O  0.0009  0.0024  0.0329
O  0  0.0046  0.0341
O  -0.0036  0.0111  -0.0486
O  0.0448  0.0075  -0.0965
O  0.0401  -0.0185  -0.0447
O  0.0106  0.0042  -0.0214
O  -0.0168  0.0066  -0.0716
O  -0.0002  0.0053  -0.0578
O  -0.0043  -0.0016  -0.0345
O  -0.0126  0.0238  -0.0025
O  0.0009  -0.002  0.0386
O  0.006  -0.0032  0.0418
O  0.0023  -0.0033  0.0366
O  -0.0017  0.0006  0.0386
O  0.0023  -0.0011  0.035
O  -0.0022  -0.0036  0.0404
O  0.0007  -0.0023  0.035
O  -0.0071  0.0016  0.0398
Si  -0.0003  -0.0012  -0.0822
Si  0.0051  -0.0052  0.0947
Si  -0.0016  -0.0023  0.0848
Si  -0.0003  0  -0.0853
Si  0.0088  -0.0443  0.1252
Si  -0.0086  0  0.0651
Si  0.0077  0.0056  0.1047
Si  0.0083  -0.0084  -0.0652
Si  -0.0088  -0.0292  0.0658
Si  0.0046  0.0001  0.0016
Si  0.0063  0.0016  0.0341
Si  0.0025  -0.0022  -0.0294
Si  -0.003  0.0046  0.1247
Si  0.0009  0.0091  -0.0534
Si  0.0125  -0.0178  0.0987
Si  -0.0056  0.0017  -0.0048
Si  0.0078  -0.0082  0.1194
Si  -0.0009  -0.0012  -0.0823
Si  -0.0104  0.0152  0.1012
Si  0.0065  -0.0084  0.0143
Si  0.004  -0.0049  0.0335
Si  -0.0064  0.0014  0.0903
Si  -0.0032  0.0007  -0.0111
Si  0.02  -0.009  0.0994
Si  0.0109  -0.016  0.1327
Si  -0.0025  0.0025  -0.0131
Si  0.0009  -0.0057  -0.045
Si  -0.0044  0.0219  0.1244
Si  0.0003  -0.0045  0.1216
Si  0.0023  0.0036  0.02
Si  0.002  -0.0091  0.0748
Si  0.002  -0.0022  0.0649
Si  -0.0085  0.02  0.1327
Si  0.0006  0.0019  0.0832
Si  0.0092  -0.0029  0.0592
Si  -0.0072  0.0018  -0.0846
Si  -0.0032  0.0004  0.0063
O  0.006  0.0168  -0.0565
O  0.001  0.0001  -0.0248
O  0.0098  0.0085  -0.0624
O  -0.0046  0.0007  -0.0586
O  0.0022  0.0022  -0.0082
O  -0.0113  0.0021  -0.0547
O  0.0014  -0.0017  0.0096
O  -0.0058  -0.0005  0.0034
O  -0.0018  -0.0019  0.0165
O  0.0037  0  -0.0183
O  -0.003  0.0004  -0.0571
O  -0.0004  -0.0001  0.0149
O  -0.0065  -0.0119  -0.0572
O  0.0017  -0.0043  0.0225
O  0.0036  0.0028  -0.0294
O  -0.0003  0.0008  0.0141
O  -0.0022  -0.0005  -0.005
O  -0.0041  -0.0036  -0.0298
O  0.0008  0.0008  -0.0378
O  0  0.002  0.0386
O  -0.0091  0.0064  -0.0414
O  0.0027  0.0011  -0.001
O  0.0019  -0.0028  0.0141
O  -0.0093  -0.0015  -0.0581
O  0.0022  0.0004  0.0409
O  0.0028  -0.0051  -0.0216
O  -0.0036  0.0048  0.0281
O  0.0014  -0.0007  -0.0129
O  0.0099  -0.0021  -0.0554
O  -0.0003  0.0003  0.0009
O  -0.0152  0.0198  -0.0528
O  0.0056  -0.0005  0.0104
O  -0.007  0.0016  -0.0511
O  -0.0139  -0.0175  -0.0494
O  0.0152  0.0047  -0.0649
O  0.0009  -0.0034  0.0149
O  0.0036  -0.0084  -0.0606
O  0.0071  0.0122  -0.0412
O  -0.0007  0.014  -0.0485
O  0.0011  0.0024  -0.0247
O  0.0092  -0.0173  -0.0766
O  0.0091  -0.0293  -0.0713
O  0.0002  0.0093  -0.0671
O  0.0002  -0.0022  -0.0151
O  -0.0024  0.0064  -0.0259
O  0.0046  0.0056  -0.0357
O  -0.011  0.0083  -0.0617
O  -0.0035  -0.0068  -0.0325
O  0.0107  -0.0062  -0.0583
O  0.0023  0.0017  0.0091
O  -0.004  -0.0034  0.0371
O  -0.0125  0.0087  -0.079
O  -0.0023  0.0018  -0.0049
O  0.0023  -0.0017  -0.0326
O  -0.0132  0.0009  -0.0541
O  0.0024  0.0072  0.0393
O  0.0052  0.0111  -0.0514
O  0.0036  -0.0098  -0.0521
O  0.0027  -0.0017  -0.0066
O  0.0063  -0.009  -0.0352
O  0.0006  -0.0062  0.0423
O  0.0013  -0.0022  0.0026
O  0.001  0.0004  0.0428
O  -0.0137  0.0161  -0.0906
O  0.0046  0.0051  -0.0563
O  -0.0081  -0.0058  -0.0373

The program warned: the cutoff lies below the one the program advises for these potential files; the exchange-correlation potential is rough where the density is thin.
